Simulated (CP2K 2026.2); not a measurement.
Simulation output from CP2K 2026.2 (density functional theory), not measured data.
Periodic cell of 576 atoms, Si324O252, from a study of silicon, its oxide and their interface. The atomic structure is a simulated model.
Doubt: the forces sum to 1.34 eV/angstrom along one axis rather than to zero, so they err by at least 0.0023 eV/angstrom per atom on average; the grid cutoff is modest.

Settings
functional: PBE
method: Gaussian and plane waves
basis set: DZVP-MOLOPT-SR-GTH
pseudopotentials: GTH-PBE
grid cutoff: 350 Ry, relative cutoff 50 Ry
k points: Gamma only
occupations: fixed
spin: none
net charge: 0

Cell vectors (angstrom)
a 16.3356 0 0
b 0 16.3356 0
c 5.5264 2.5828 37.06

Atoms: element, x, y, z (angstrom)
Si 1.098 15.22 0.067
Si 3.893 1.741 0.059
Si 7.176 6.515 37.01
Si 3.909 7.003 0.052
Si 7.191 11.786 36.914
Si 4.37 12.035 0.075
Si 7.009 14.878 0.115
Si 9.222 1.389 0.076
Si 7.167 3.756 0.121
Si 9.825 6.532 0.007
Si 6.586 9.852 0.123
Si 9.178 12.627 0.33
Si 12.558 14.821 0.33
Si 15.23 1.067 0.147
Si 17.511 6.84 36.984
Si 20.288 9.619 36.993
Si 12.451 9.188 0.032
Si 14.552 12.448 0.033
Si 2.722 16.407 1.301
Si 5.465 2.78 1.438
Si 2.74 5.46 1.366
Si 5.46 8.193 1.353
Si 2.739 10.82 1.254
Si 5.446 13.65 1.381
Si 8.105 16.345 1.558
Si 10.885 2.639 1.253
Si 8.283 5.379 1.375
Si 10.915 8.084 1.387
Si 8.101 10.955 1.518
Si 10.868 13.699 1.53
Si 13.762 16.305 1.6
Si 16.405 2.747 1.286
Si 13.597 5.423 1.235
Si 16.355 8.178 1.239
Si 13.508 10.849 1.369
Si 16.283 13.558 1.283
Si 1.393 1.405 2.72
Si 4.121 4.16 2.765
Si 1.317 6.802 2.675
Si 4.068 9.515 2.726
Si 1.363 12.208 2.607
Si 4.048 15.011 2.681
Si 6.722 1.368 2.835
Si 9.602 4.006 2.743
Si 6.852 6.788 2.656
Si 9.539 9.508 2.704
Si 6.755 12.32 2.849
Si 9.535 15.046 2.886
Si 12.265 1.379 2.719
Si 14.979 4.085 2.615
Si 12.294 6.745 2.73
Si 15.008 9.546 2.652
Si 12.191 12.207 2.785
Si 15.073 14.877 2.85
Si 16.406 16.34 4.11
Si 2.746 2.755 4.087
Si 16.307 5.439 4.035
Si 2.696 8.15 4.057
Si 16.352 10.889 4.037
Si 2.699 13.6 4.011
Si 5.379 16.317 4.138
Si 8.17 2.721 4.115
Si 5.485 5.499 4.094
Si 8.178 8.147 4.054
Si 5.395 10.893 4.119
Si 8.158 13.644 4.181
Si 10.924 16.404 4.16
Si 13.634 2.752 4.045
Si 10.935 5.396 4.102
Si 13.658 8.156 4.036
Si 10.857 10.848 4.127
Si 13.612 13.559 4.124
Si 17.67 14.967 10.921
Si 4.018 1.345 10.905
Si 17.709 4.093 10.942
Si 4.075 6.787 10.948
Si 17.724 9.547 10.822
Si 4.058 12.253 10.904
Si 6.845 15.022 10.845
Si 9.519 1.36 10.898
Si 6.767 4.083 10.878
Si 9.523 6.816 10.868
Si 6.741 9.469 10.864
Si 9.54 12.229 10.842
Si 12.253 14.952 10.828
Si 15.037 1.424 10.901
Si 12.249 4.08 10.906
Si 14.96 6.782 10.882
Si 12.298 9.559 10.85
Si 14.975 12.276 10.899
Si 2.638 16.345 12.305
Si 5.39 2.705 12.227
Si 2.721 5.432 12.344
Si 5.417 8.143 12.333
Si 2.693 10.869 12.263
Si 5.461 13.684 12.15
Si 8.184 16.333 12.285
Si 10.866 2.722 12.257
Si 8.127 5.467 12.206
Si 10.937 8.193 12.164
Si 8.128 10.843 12.127
Si 10.921 13.577 12.21
Si 13.634 16.349 12.115
Si 16.379 2.767 12.361
Si 13.596 5.438 12.278
Si 16.369 8.18 12.135
Si 13.619 10.926 12.261
Si 16.336 13.598 12.305
Si 17.686 1.371 13.796
Si 4.069 4.018 13.691
Si 17.669 6.88 13.592
Si 4.029 9.515 13.679
Si 17.658 12.19 13.682
Si 4.075 14.973 13.55
Si 6.752 1.352 13.591
Si 9.468 4.104 13.569
Si 6.809 6.778 13.674
Si 9.543 9.536 13.462
Si 6.805 12.269 13.427
Si 9.567 14.922 13.593
Si 12.283 1.319 13.501
Si 14.977 4.144 13.697
Si 12.224 6.839 13.596
Si 15.045 9.538 13.494
Si 12.274 12.267 13.669
Si 14.954 15.042 13.539
Si 15.963 16.593 14.989
Si 3.007 2.449 15.133
Si 16.047 5.874 14.932
Si 2.417 8.393 15.033
Si 16.5 10.583 15.018
Si 2.994 13.351 14.84
Si 5.193 16.515 14.915
Si 7.878 2.951 14.873
Si 5.668 5.143 14.97
Si 8.491 7.967 14.83
Si 5.257 11.183 14.778
Si 8.368 13.308 14.815
Si 11.223 16.04 14.831
Si 13.769 2.504 14.866
Si 10.611 5.689 14.867
Si 13.825 8.072 14.795
Si 10.59 11.106 14.845
Si 13.478 13.895 14.914
Si 8.204 13.988 27.209
Si 8.035 10.267 21.595
Si 16.414 5.379 17.909
Si 10.109 13.556 29.589
Si 9.615 17.368 32.927
Si 15.168 11.294 32.512
Si 11.647 7.672 19.19
Si 8.953 2.523 26.42
Si 9.756 14.164 24.741
Si 4.292 7.573 20.06
Si 9.633 2.83 30.599
Si 5.88 10.14 19.512
Si 4.256 17.619 28.354
Si 16.759 16.272 17.939
Si 18.125 2.803 18.015
Si 9.453 8.058 25.78
Si 8.379 17.35 21.428
Si 6.595 15.983 30.755
Si 10.849 9.25 21.445
Si 15.007 10.368 24.425
Si 5.023 5.112 22.002
Si 10.679 13.682 19.801
Si 4.56 12.855 18.747
Si 13.575 5.276 19.088
Si 15.362 3.078 23.462
Si 11.15 2.888 34.893
Si 4.46 7.13 16.927
Si 8.652 15.69 18.902
Si 5.86 8.318 31.719
Si 6.814 11.452 28.13
Si 18.177 13.8 17.675
Si 19.295 3.857 20.456
Si 16.254 5.706 27.372
Si 14.037 7.263 28.59
Si 11.393 2.397 28.114
Si 4.826 18.189 31.419
Si 14.954 14.393 27.844
Si 9.749 1.525 16.972
Si 17.341 12.701 34.218
Si 19.435 5.442 35.01
Si 11.913 11.004 29.203
Si 15.94 13.61 30.686
Si 8.668 12.957 22.048
Si 12.17 9.529 17.031
Si 5.66 13.832 21.517
Si 19.577 4.139 32.145
Si 13.057 11.73 19.136
Si 17.157 11.151 27.545
Si 15.298 12.479 17.159
Si 10.383 4.657 23.084
Si 12.294 15.76 21.592
Si 11.844 3.773 17.045
Si 14.051 15.484 32.239
Si 12.965 11.182 22.271
Si 15.536 14.618 24.925
Si 10.888 2.252 21.595
Si 7.674 5.896 22.799
Si 4.653 5.791 30.098
Si 18.985 16.256 32.314
Si 18.642 12.564 29.971
Si 19.574 4.739 24.584
Si 11.095 15.066 31.821
Si 3.973 13.006 23.958
Si 6.495 14.574 17.047
Si 11.489 7.273 32.191
Si 11.8 5.343 27.977
Si 19.623 16.157 24.05
Si 20.039 13.899 34.14
Si 16.302 18.37 35.206
Si 13.519 10.638 35.007
Si 6.596 13.302 34.21
Si 11.986 6.432 25.078
Si 5.29 7.765 34.857
Si 4.48 10.53 29.995
Si 18.044 6.513 20.089
Si 17.391 12.211 24.663
Si 15.023 16.728 20.396
Si 16.724 16.703 22.968
Si 19.393 6.219 27.351
Si 7.482 4.963 29.813
Si 5.259 10.614 25.567
Si 8.009 15.939 35.021
Si 9.907 6.641 21.171
Si 13.68 3.08 21.022
Si 18.947 2.059 25.972
Si 14.139 11.556 27.154
Si 14.273 18.42 31.221
Si 7.106 8.597 23.92
Si 12.031 4.147 32.222
Si 19.445 9.324 27.39
Si 20.019 15.158 29.744
Si 8.514 16.78 24.274
Si 11.407 8.289 35.043
Si 6.609 9.308 16.73
Si 8.513 13.738 31.969
Si 7.191 16.788 27.898
Si 15.852 2.764 26.43
Si 14.621 7.568 25.684
Si 9.268 9.518 28.497
Si 8.64 7.589 30.773
Si 8.796 5.456 27.26
Si 15.669 15.216 34.677
Si 17.433 4.939 22.511
Si 17.13 2.28 32.377
Si 12.636 13.881 23.965
Si 13.659 9.258 30.969
Si 13.99 17.316 28.258
Si 5.968 16.643 22.812
Si 1.405 14.967 5.447
Si 4.059 1.379 5.477
Si 1.346 4.096 5.416
Si 4.077 6.823 5.434
Si 1.357 9.525 5.419
Si 4.037 12.262 5.446
Si 6.769 14.989 5.502
Si 9.529 1.39 5.502
Si 6.817 4.107 5.451
Si 9.538 6.779 5.422
Si 6.806 9.517 5.421
Si 9.516 12.236 5.482
Si 12.276 14.979 5.457
Si 14.983 1.366 5.413
Si 12.295 4.076 5.47
Si 14.987 6.805 5.43
Si 12.271 9.489 5.423
Si 14.996 12.217 5.449
Si 2.731 16.332 6.836
Si 5.44 2.748 6.806
Si 2.712 5.446 6.787
Si 5.443 8.173 6.793
Si 2.689 10.891 6.805
Si 5.412 13.601 6.83
Si 8.147 16.355 6.834
Si 10.914 2.737 6.841
Si 8.177 5.444 6.815
Si 10.895 8.142 6.788
Si 8.146 10.873 6.817
Si 10.903 13.615 6.801
Si 13.632 16.35 6.805
Si 16.334 2.725 6.788
Si 13.635 5.459 6.815
Si 16.353 8.159 6.795
Si 13.628 10.853 6.789
Si 16.345 13.621 6.789
Si 1.353 1.365 8.166
Si 4.06 4.092 8.168
Si 1.37 6.798 8.173
Si 4.075 9.526 8.147
Si 1.345 12.267 8.169
Si 4.081 14.973 8.201
Si 6.786 1.391 8.179
Si 9.536 4.089 8.188
Si 6.789 6.796 8.156
Si 9.526 9.509 8.15
Si 6.784 12.234 8.182
Si 9.529 14.977 8.15
Si 12.272 1.363 8.188
Si 14.992 4.09 8.166
Si 12.252 6.803 8.17
Si 14.992 9.515 8.158
Si 12.275 12.238 8.134
Si 14.994 14.991 8.158
Si 16.343 16.347 9.542
Si 2.7 2.731 9.538
Si 16.348 5.432 9.547
Si 2.748 8.149 9.525
Si 16.324 10.906 9.52
Si 2.702 13.617 9.55
Si 5.429 16.364 9.539
Si 8.156 2.729 9.543
Si 5.417 5.452 9.532
Si 8.149 8.152 9.507
Si 5.404 10.879 9.536
Si 8.177 13.614 9.505
Si 10.879 16.336 9.521
Si 13.636 2.743 9.541
Si 10.896 5.445 9.54
Si 13.633 8.162 9.514
Si 10.906 10.882 9.485
Si 13.633 13.606 9.49
O 2.416 14.058 16.186
O 12.324 14.963 15.416
O 8.585 1.882 24.994
O 17.628 9.492 15.536
O 7.524 14.971 31.584
O 14.878 6.947 15.347
O 12.943 6.73 19.379
O 15.071 3.083 25.044
O 6.126 10.701 16.079
O 2.527 3.048 16.588
O 10.522 2.444 26.76
O 6.797 4.048 15.454
O 5.373 13.519 17.516
O 9.764 14.515 18.75
O 17.867 9.71 27.362
O 10.189 5.525 28.12
O 20.372 5.913 28.605
O 3.011 7.617 16.365
O 6.333 10.768 26.754
O 9.465 12.2 15.319
O 4.908 11.287 18.932
O 13.644 16.315 36.778
O 4.728 12.973 22.529
O 14.936 9.833 31.811
O 15.152 2.96 35.892
O 16.78 5.535 16.348
O 8.018 8.804 16.153
O 15.825 2.456 31.46
O 17.171 12.282 35.771
O 18.94 12.728 33.939
O 20.381 14.271 35.681
O 14.163 10.421 23.048
O 12.065 18.241 35.806
O 13.32 8.968 16.057
O 14.867 1.411 15.392
O 15.79 6.481 26.006
O 5.505 8.206 16.34
O 17.339 6.226 21.524
O 12.816 10.55 30.462
O 9.3 13.845 23.226
O 17.568 18.372 36.192
O 10.109 8.842 35.825
O 16.594 13.568 24.317
O 9.549 6.835 15.358
O 14.744 9.888 35.759
O 10.164 7.56 31.301
O 8.363 3.627 29.995
O 8.398 16.075 20.447
O 11.494 17.119 21.783
O 16.332 15.898 16.42
O 19.259 16.895 25.444
O 11.019 13.528 36.623
O 6.976 10.791 20.498
O 8.543 2.197 16.149
O 14.599 1.96 20.277
O 13.685 5.134 36.629
O 17.814 11.801 28.841
O 15.035 17.955 27.212
O 10.666 9.99 29.131
O 4.436 3.888 21.109
O 11.987 3.737 33.798
O 20.988 3.305 32.123
O 17.353 1.414 17.947
O 10.451 2.111 29.4
O 7.486 8.414 31.577
O 10.669 3.749 31.435
O 12.896 11.812 35.909
O 14.819 5.405 18.079
O 11.479 5.353 24.013
O 6.232 17.383 31.515
O 16.487 10.973 24.144
O 8.3 5.397 36.564
O 3.744 14.6 24.328
O 20.16 17.326 32.318
O 12.681 6.381 28.864
O 19.769 5.271 31.016
O 11.088 10.379 16.21
O 9.402 2.172 20.884
O 12.662 14.706 31.93
O 19.142 2.751 19.292
O 7.578 5.513 28.3
O 14.013 11.363 33.648
O 12.153 3.816 28.364
O 5.68 11.355 29.275
O 10.273 6.918 19.626
O 5.197 15.239 30.343
O 19.593 13.683 29.281
O 17.509 12.089 26.273
O 19.55 7.777 27.039
O 18.939 15.569 30.866
O 16.497 1.949 23.203
O 20.106 9.622 28.844
O 6.91 6.982 23.753
O 8.935 12.977 30.586
O 15.66 11.124 16.323
O 6.618 12.271 35.459
O 5.119 13.381 33.533
O 4.358 5.101 23.48
O 17.91 15.227 18.386
O 17.836 5.875 27.661
O 5.89 9.449 24.597
O 15.983 16.8 34.903
O 13.72 15.926 20.874
O 5.504 2.558 36.622
O 12.174 5.599 26.443
O 19.023 16.234 36.728
O 8.327 6.606 21.485
O 13.891 17.087 32.063
O 12.784 10.456 18.188
O 10.659 3.072 22.988
O 5.82 15.785 16.225
O 6.936 14.764 34.808
O 19.152 10.734 36.574
O 2.962 12.979 18.504
O 9.411 9.772 20.906
O 15.787 15.972 24.082
O 9.494 15.741 25.021
O 5.128 9.666 31.195
O 7.538 15.46 27.03
O 19.394 15.201 33.446
O 19.21 4.838 33.541
O 7.616 13.855 16.143
O 7.087 13.013 27.832
O 20.194 10.125 26.205
O 13.319 11.397 20.705
O 4.506 17.038 23.397
O 15.361 6.32 28.585
O 15.837 13.843 29.083
O 12.453 4.37 18.39
O 15.313 14.957 31.351
O 13.013 3.076 16.184
O 14.166 15.712 28.332
O 16.579 11.61 33.276
O 5.568 8.105 33.301
O 8.705 8.229 29.285
O 15.957 4.476 22.922
O 11.603 10.3 22.397
O 17.357 2.241 26.171
O 9.595 9.106 26.983
O 5.689 17.328 27.662
O 4.123 1.292 15.473
O 10.574 16.79 16.108
O 11.196 4.989 16.21
O 15.809 14.8 26.52
O 16.216 16.419 21.456
O 13.452 6.998 24.71
O 10.964 7.583 33.678
O 16.737 13.075 17.584
O 4.901 5.702 16.311
O 4.117 12.241 15.296
O 11.324 13.779 24.929
O 6.826 17.687 21.86
O 16.423 7.987 36.518
O 19.048 5.285 19.744
O 13.993 2.885 22.612
O 18.101 6.135 35.62
O 12.1 5.765 32.081
O 8.154 18.018 27.534
O 15.233 8.861 24.951
O 5.022 8.997 20.267
O 4.939 12.075 24.904
O 13.299 3.335 31.587
O 6.589 4.847 22.25
O 8.876 5.088 23.552
O 9.688 12.866 20.791
O 17.004 6.567 18.855
O 10.737 2.688 17.474
O 11.468 14.742 20.693
O 11.481 8.223 17.694
O 12.479 15.198 23.075
O 14.363 13.392 16.193
O 19.866 16.18 28.508
O 18.189 5.251 23.911
O 12.458 17.568 27.842
O 17.59 17.054 32.513
O 8.776 13.417 25.797
O 7.312 17.159 35.8
O 7.24 15.188 18.331
O 14.194 8.394 29.713
O 20.582 6.553 34.931
O 9.101 16.891 22.792
O 7.225 13.468 21.569
O 8.712 6.706 26.264
O 16.774 14.225 33.997
O 19.708 2.239 27.4
O 12.688 8.297 31.828
O 5.611 15.383 21.893
O 7.69 12.882 33.073
O 18.216 3.766 21.674
O 13.946 7.962 27.119
O 12.843 10.905 27.872
O 8.115 6.066 30.794
O 14.439 12.325 18.526
O 19.911 4.228 35.949
O 9.128 17.054 18.204
O 15.388 14.514 36.092
O 7.422 16.382 29.434
O 7.29 9.123 22.418
O 5.904 4.746 30.078
O 6.621 7.268 35.656
O 15.911 4.133 27.279
O 18.277 16.245 23.123
O 14.176 18.044 29.669
O 11.308 12.489 29.399
O 9.293 15.368 35.818
O 8.436 11.46 22.607
O 19.484 3.148 24.899
O 10.069 18.36 34.088
O 4.811 6.525 21.202
O 15.499 16.202 18.948
O 8.327 10.658 36.55
O 20.753 18.278 29.836
O 16.726 2.785 33.852
O 10.921 7.648 25.232
O 8.606 4.094 26.417
O 8.481 16.446 33.576
O 6.956 16.313 24.082
O 14.075 4.542 20.445
O 11.813 8.939 20.188
O 9.011 18.098 31.63
O 14.344 15.156 33.78
O 10.912 16.555 32.402
O 12.086 2.953 20.761
O 9.484 14.01 28.188
O 9.972 14.159 32.6
O 19.683 11.51 30.644
O 19.016 7.8 20.206
O 4.558 7.071 18.534
O 10.298 3.873 35.83
O 11.75 12.714 19.064
O 5.244 7.15 30.763
O 18.846 12.289 23.959
O 18.329 3.174 31.768
O 14.002 13.149 27.427
O 15.556 11.002 27.745
O 14.184 11.209 25.564
O 10.715 14.905 30.254
O 12.393 9.523 34.712
O 10.56 7.803 22.129
O 8.184 10.713 28.571
O 17.514 13.226 30.953
O 20.98 9.048 35.617
O 12.702 12.592 23.001
O 5.019 13.644 20.066
O 8.517 8.787 24.692
O 10.565 5.23 21.578
O 6.721 9.463 18.317
O 17.033 3.951 18.341
O 15.057 12.395 31.316
O 19.856 5.449 26.006
O 14.019 14.082 24.768
O 12.132 7.125 35.883

Results
total energy: -145138.216 eV
total energy less fixed offsets of O -438.35, Si -107.03 eV per atom: 3.704 eV

Forces (eV/angstrom) on atoms 105 to 447 of the 576, counted in the order above; the others are left out for length: element, x, y, z
Si -0.003 0.001 -0.018
Si -0.005 -0.003 -0.031
Si -0.036 0.009 -0.008
Si 0.011 -0.01 -0.011
Si -0.012 -0.003 0.049
Si 0.004 -0.024 0.05
Si -0.009 0.014 0.047
Si 0.009 -0.023 0.068
Si 0.013 -0.015 0.06
Si 0.011 -0.001 0.015
Si -0.013 0.012 0.046
Si -0.012 -0.009 0.041
Si -0.019 0.01 0.071
Si -0.002 0.008 0.028
Si 0.008 0.002 0.009
Si 0.016 0.002 0.05
Si 0.002 -0.011 0.045
Si -0.002 0.004 0.036
Si -0.012 0.015 0.022
Si 0.018 -0.002 0.034
Si -0.01 0.003 0.051
Si -0.004 0.009 0.056
Si 0.266 -0.123 -0.646
Si -0.27 0.178 -0.612
Si 0.095 -0.285 -0.651
Si 0.226 -0.101 -0.622
Si -0.068 0.219 -0.635
Si -0.179 0.108 -0.624
Si 0.148 -0.15 -0.676
Si 0.157 -0.072 -0.687
Si -0.079 0.231 -0.629
Si -0.255 0.081 -0.643
Si 0.076 -0.229 -0.612
Si -0.107 0.177 -0.688
Si -0.111 0.09 -0.701
Si -0.152 0.176 -0.682
Si 0.182 -0.171 -0.687
Si -0.234 0.04 -0.621
Si 0.213 -0.106 -0.682
Si 0.033 -0.174 -0.618
Si -0.05 0.004 -0.023
Si 0.03 -0.039 0.083
Si 0.066 0 0.054
Si -0.059 -0.155 0.037
Si 0.091 -0.008 0.015
Si 0.075 0.06 -0.057
Si 0.009 -0.049 0.043
Si -0.05 -0.076 0.049
Si 0.051 -0.059 -0.026
Si 0.05 -0.101 0.039
Si 0.082 0.105 -0.057
Si -0.043 0.045 0.038
Si 0.041 0.052 0.072
Si -0.093 0.003 0.021
Si 0.118 0.119 -0.054
Si 0.027 -0.108 0.04
Si -0.141 0.275 -0.026
Si -0.213 -0.021 -0.024
Si -0.006 0.012 0.124
Si -0.088 0.086 0.099
Si -0.109 0.069 -0.055
Si -0.002 -0.007 -0.005
Si 0.054 0.019 0.05
Si 0.018 -0.014 0.12
Si -0.025 -0.16 0.012
Si 0.176 -0.065 -0.04
Si -0.065 0.01 0.137
Si 0.105 -0.042 0.02
Si 0.033 -0.142 -0.092
Si -0.004 -0.099 -0.016
Si 0.04 -0.045 0.037
Si -0.059 -0.042 0.074
Si 0.022 0.107 -0.112
Si -0.032 -0.105 -0.122
Si -0.046 0.127 -0.022
Si 0.069 -0.028 -0.187
Si -0.002 0.017 -0.1
Si 0.034 -0.004 -0.006
Si -0.068 0.048 -0.047
Si -0.036 -0.015 -0.053
Si -0.044 0.094 -0.126
Si 0.001 0.046 -0.051
Si 0.069 0.086 0.091
Si -0.028 -0.001 0.036
Si 0.036 -0.075 0.192
Si 0.073 -0.12 0.027
Si -0.122 0.11 0.099
Si -0.098 -0.05 -0.148
Si -0.029 -0.047 -0.03
Si -0.186 -0.086 0.055
Si 0.05 0.022 -0.045
Si -0.002 -0.051 -0.088
Si 0.004 0.039 -0.246
Si 0.013 0.02 0.065
Si -0.034 0.047 0.005
Si -0.116 0.01 -0.084
Si 0.12 0.06 0.127
Si 0.037 0.073 -0.063
Si -0.043 0.021 -0.05
Si -0.028 0.05 0.032
Si -0.024 0.013 0.012
Si -0.031 -0.065 0.049
Si -0.045 0.13 0.126
Si 0.014 -0.003 0.053
Si -0.018 -0.08 -0.143
Si -0.075 0.032 -0.013
Si 0.066 -0.133 -0.11
Si 0.039 0.08 -0.012
Si -0.176 -0.1 -0.044
Si 0.04 -0.075 -0.03
Si 0.059 -0.025 -0.031
Si -0.087 0.135 0.069
Si 0.079 0.114 -0.082
Si -0.029 -0.029 -0.137
Si -0.072 -0.061 0.071
Si 0.036 -0.015 0.098
Si 0.014 0.133 0.151
Si -0.01 -0.083 0.098
Si -0.126 -0.105 0.071
Si 0.016 -0.012 -0.009
Si 0.01 0.029 -0.122
Si 0.079 -0.01 0.062
Si -0.028 0.05 0.018
Si -0.026 -0.092 0.102
Si -0.001 0.025 0.012
Si 0.088 -0.011 0.023
Si -0.089 -0.001 0.06
Si -0.099 0.023 0.204
Si -0.011 -0.065 -0.046
Si 0.005 0.134 0.095
Si 0.164 0.019 0.039
Si -0.091 -0.078 0.094
Si 0.06 0.07 0
Si -0.011 0.054 0.072
Si 0.072 -0.045 -0.162
Si -0.039 -0.047 -0.021
Si 0.033 0.014 0
Si -0.01 -0.067 0.127
Si -0.088 0.007 -0.035
Si 0.022 0.057 0.042
Si 0.231 -0.007 0.002
Si 0.21 0.063 -0.062
Si 0.138 -0.045 -0.057
Si 0.125 -0.091 -0.021
Si 0.041 -0.041 0.038
Si -0.072 -0.005 -0.054
Si 0.132 -0.018 -0.059
Si 0.122 0.142 0.103
Si 0.002 0.004 0.012
Si 0.007 -0.015 0.013
Si 0.004 0.006 0.011
Si 0.003 0.012 0.013
Si -0.011 0.008 0.005
Si -0.001 0.012 0.007
Si 0.005 0.003 0.009
Si 0.008 0.006 0.013
Si -0.004 -0.014 0.008
Si 0.006 -0.007 0.003
Si -0.001 0.004 0.005
Si -0.005 0.01 0.019
Si -0.006 -0.011 0.005
Si -0.009 -0.002 0.003
Si -0.006 -0.007 0.013
Si -0.006 0.005 0.006
Si 0.013 -0.005 0.009
Si 0.008 0.007 0.013
Si 0.012 0.001 0.007
Si 0.011 0.005 0.005
Si 0.001 0.002 0.012
Si -0.007 0.008 0.004
Si -0.001 -0.001 0.01
Si 0.003 -0.001 0.012
Si -0.005 -0.005 0.006
Si -0.005 0.001 0.012
Si -0.007 0.003 0.007
Si -0.001 -0.003 0.002
Si 0.011 0.009 0.008
Si -0.004 -0.003 0.011
Si -0.009 -0.003 0.001
Si -0.004 -0.018 0
Si 0.008 0.006 0.012
Si 0.003 0.003 0.008
Si -0.002 0.004 0.003
Si -0.009 0.008 0.008
Si -0.007 -0.016 -0.005
Si 0.002 -0.012 -0.018
Si 0 0.008 -0.011
Si 0.012 0.009 -0.006
Si 0.001 0.003 -0.011
Si 0.01 0.005 -0.001
Si -0.003 0.004 -0.004
Si 0.003 0.002 -0.005
Si 0.006 0.007 -0.012
Si -0.004 -0.005 -0.01
Si -0.009 -0.006 -0.004
Si -0.004 -0.012 -0.005
Si -0.009 -0.007 -0.003
Si -0.008 0.002 -0.006
Si 0.002 -0.002 -0.008
Si -0.008 -0.011 -0.007
Si 0.008 0.012 -0.012
Si -0.001 0.007 -0.004
Si -0.01 0.009 -0.006
Si 0.009 -0.006 -0.011
Si -0.001 -0.001 -0.015
Si 0.005 -0.006 -0.013
Si -0.005 0.021 -0.01
Si 0.002 0.002 -0.012
Si 0.007 -0.005 -0.009
Si 0.003 0.005 -0.015
Si 0.002 0.002 -0.013
Si -0.006 0 -0.011
Si 0.005 0 -0.004
Si 0.005 0 -0.006
Si 0.006 0.003 -0.014
Si 0.004 -0.006 -0.011
Si -0.008 0.011 -0.005
Si -0.002 0.004 -0.015
Si -0.001 -0.001 -0.014
Si -0.018 -0.001 -0.009
O -0.024 0.464 0.116
O 0.119 -0.169 0.57
O -0.217 0.503 -0.417
O 0.07 0.225 0.223
O -0.204 0.022 -0.066
O -0.015 -0.146 0.517
O 0.144 0.036 0.32
O -0.657 0.356 0.108
O 0.233 0.444 0.117
O 0.187 0.244 -0.072
O 0.535 0.18 -0.354
O 0.212 0.112 0.214
O -0.118 -0.096 -0.398
O 0.123 -0.28 -0.434
O -0.359 -0.219 -0.009
O -0.148 0.215 0.646
O 0.045 -0.143 -0.08
O -0.146 -0.205 0.419
O 0.335 -0.114 -0.04
O -0.091 0.066 0.443
O -0.368 -0.24 -0.019
O 0.095 0.069 -0.146
O -0.096 -0.387 -0.057
O 0.535 -0.349 0.2
O -0.313 -0.135 -0.303
O 0.509 0.026 -0.032
O 0.37 -0.08 0.12
O 0.281 0.198 -0.071
O -0.633 -0.069 0.131
O 0.135 -0.363 -0.079
O 0.276 -0.194 0.108
O 0.145 -0.193 -0.176
O 0.069 -0.121 -0.341
O 0.224 0.013 -0.007
O 0.183 0.073 0.157
O 0.228 0.072 -0.629
O -0.08 -0.063 -0.487
O -0.394 0.503 0.246
O -0.219 0.249 0.259
O 0.157 0.347 -0.142
O 0.291 0.195 0.065
O -0.21 -0.003 -0.142
O 0.13 0.149 -0.446
O -0.188 0.204 0.366
O 0.382 0.11 -0.083
O 0.19 -0.059 -0.035
O -0.024 -0.303 0.004
O 0.006 -0.555 -0.032
O 0.034 -0.236 0.301
O -0.114 -0.567 0.017
O 0.1 -0.184 0.414
O -0.213 -0.022 -0.301
O -0.102 0.387 0.027
O -0.334 0.079 0.045
O 0.17 0.155 -0.516
O 0.101 -0.138 -0.366
O 0.126 -0.174 -0.083
O 0.057 -0.032 -0.353
O 0.018 -0.258 0.357
O 0.239 -0.62 -0.192
O 0.531 -0.01 0.234
O 0.475 0.279 0.265
O -0.02 0.1 -0.185
O -0.222 -0.285 0.226
O 0.313 0.358 0.204
O -0.189 0.152 0.026
O 0.163 0.17 -0.178
O -0.169 0.222 -0.264
O 0.489 -0.436 0.04
O 0.417 0.235 0.245
O 0.211 -0.407 -0.415
O 0.002 0.017 -0.438
O -0.034 0.089 0.35
O -0.021 -0.028 0.687
O -0.222 -0.005 0.486
O -0.439 0.316 -0.052
O -0.103 0.281 0.278
O -0.115 0.309 -0.542
O 0.142 -0.239 -0.282
O 0.247 -0.466 0.157
O -0.571 0.383 -0.145
O -0.132 0.336 -0.216
O 0.422 0.054 0.484
O 0.073 0.359 0.135
O -0.565 -0.414 -0.37
O 0.185 -0.468 0.319
O 0.209 -0.014 -0.71
O 0.367 0.464 0.074
O 0.04 -0.055 -0.468
O -0.581 0.04 -0.055
O 0.27 0.235 -0.032
O 0.151 -0.322 0.053
O -0.283 -0.141 0.361
O -0.374 -0.546 -0.071
O -0.22 -0.387 0.12
O -0.092 -0.281 -0.276
O -0.16 -0.036 -0.369
O 0.206 0.324 0.353
O 0.235 0.174 0.306
O -0.053 -0.239 0.257
O -0.277 -0.049 0.149
O 0.226 0.076 0.148
O 0.162 -0.437 -0.351
O -0.037 -0.033 -0.315
O 0.479 -0.453 -0.277
O -0.262 0.177 -0.476
O -0.497 0.217 -0.474
O -0.288 0.12 0.531
O 0 -0.138 0.072
O 0.065 -0.487 0.555
O 0.032 -0.059 0.075
O -0.367 0.154 0.39
O 0.012 -0.124 -0.489
O -0.288 -0.422 0.379
O 0.03 0.221 -0.349
O -0.478 0.263 0.349
O 0.438 0.245 0.508
O 0.041 0.225 0.444
O -0.359 0.115 -0.492
O -0.289 -0.039 0.345
O -0.286 -0.089 0.066
O -0.018 0.138 0.057
O -0.378 0.215 0.096
